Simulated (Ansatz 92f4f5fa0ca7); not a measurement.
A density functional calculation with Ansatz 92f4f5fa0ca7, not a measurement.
Periodic cell of 184 atoms, Si120O64, from a study of silicon, its oxide and their interface. The atomic structure is a simulated model.
This geometry differs little from another in the collection (a relaxation step or a small displacement).

Settings: functional r2SCAN; potential files Ansatz PAW; basis plane waves; wave-function cutoff 800 eV; density cutoff ratio 5; exchange-correlation grid ratio 1; k mesh 1 x 1 x 1, shifted by 0.5 0.5 0 of a step; self-consistency stop 1e-10 eV per atom in the density residual; occupations fixed; spin none; net charge 0.

Cell vectors (angstrom)
a  10.88  0  0
b  0  10.88  0
c  0  0  27.1591

Atoms: element, x, y, z (angstrom)
Si  0.1608  -0.1153  0.0213
Si  2.9827  2.3478  0.1558
Si  -0.2636  5.7939  -0.0967
Si  2.2019  8.3728  -0.1259
Si  5.2113  0.1275  0.0282
Si  7.9029  2.9151  -0.2248
Si  5.6442  5.1136  -0.1475
Si  8.3046  7.8779  0.1326
Si  1.3561  1.2981  1.4245
Si  4.0924  4.0561  1.2702
Si  1.2483  6.8372  1.352
Si  3.9928  9.377  1.1563
Si  6.8068  1.3614  1.2255
Si  9.5134  4.0553  1.0898
Si  6.7519  6.645  1.3062
Si  9.4812  9.5376  1.3
Si  -0.0414  2.7522  2.5787
Si  2.73  -0.1245  2.6745
Si  -0.0605  8.1933  2.722
Si  2.6971  5.4443  2.5802
Si  5.4491  2.6964  2.645
Si  8.1315  0.0215  2.617
Si  5.3866  8.0891  2.5621
Si  8.176  5.3384  2.624
Si  1.3315  4.0917  3.9427
Si  4.0807  1.3155  3.977
Si  1.3498  9.4891  4.0637
Si  4.0502  6.779  3.9661
Si  6.805  4.0349  4.0108
Si  9.5032  1.3806  3.9599
Si  6.7522  9.5006  3.9217
Si  9.4723  6.7727  3.9953
Si  -0.0115  0.0314  5.3337
Si  2.6973  2.7142  5.297
Si  -0.0034  5.4446  5.3369
Si  2.7268  8.1234  5.3735
Si  5.4461  -0.0176  5.3379
Si  8.1591  2.6978  5.3627
Si  5.4287  5.4406  5.3207
Si  8.1189  8.1614  5.3192
Si  1.3448  1.3822  6.6908
Si  4.0557  4.0856  6.6666
Si  1.363  6.7785  6.7171
Si  4.0871  9.5163  6.6985
Si  6.8103  1.338  6.7106
Si  9.5067  4.0917  6.688
Si  6.7681  6.8155  6.6902
Si  9.51  9.5336  6.6699
Si  -0.0193  2.7444  8.0415
Si  2.7193  0.0106  8.0261
Si  0.0166  8.1854  8.0239
Si  2.7261  5.4379  8.0844
Si  5.438  2.7446  8.0096
Si  8.1853  0.0013  8.0748
Si  5.4633  8.1988  8.0721
Si  8.1423  5.4604  8.0343
Si  1.3169  4.0836  9.4149
Si  4.0878  1.3863  9.3479
Si  1.3851  9.5289  9.4072
Si  4.1091  6.8418  9.4109
Si  6.7825  4.0976  9.4001
Si  9.5363  1.386  9.4271
Si  6.8393  9.5452  9.4572
Si  9.504  6.853  9.3532
Si  0.0436  0.0251  10.7626
Si  2.7024  2.6913  10.7047
Si  -0.068  5.4946  10.716
Si  2.7829  8.2083  10.7927
Si  5.4653  0.0923  10.7364
Si  8.1257  2.7247  10.7733
Si  5.4791  5.5101  10.7717
Si  8.2377  8.1921  10.8089
Si  1.457  1.297  12.1406
Si  4.0046  4.1366  11.97
Si  1.3215  6.8399  12.0337
Si  4.201  9.6222  12.1306
Si  6.7575  1.4167  12.1971
Si  9.4276  4.1528  12.083
Si  6.9066  6.8292  12.1807
Si  9.5843  9.6013  12.1696
Si  0.0116  2.7902  13.2297
Si  2.8922  -0.012  13.632
Si  0.1842  8.2753  13.4745
Si  2.6321  5.449  13.3547
Si  5.3428  2.9092  13.3988
Si  8.1227  0.0162  13.5628
Si  5.6101  8.315  13.4803
Si  8.1836  5.4327  13.665
Si  1.4667  3.8474  14.6816
Si  3.8732  1.7865  14.8541
Si  1.9571  9.1203  14.9284
Si  4.0749  6.907  14.4308
Si  6.1893  4.6174  14.798
Si  9.6754  1.3963  14.5792
Si  7.2673  9.1938  15.0545
Si  9.5887  7.0223  14.7352
Si  -1.8236  4.5641  18.8837
Si  10.486  0.9064  21.9359
Si  -2.494  -0.9561  17.6926
Si  0.6706  3.4602  22.3709
Si  11.0129  -0.2914  16.5501
Si  17.8973  -1.2222  25.1165
Si  14.128  5.3455  18.0992
Si  12.8977  -5.0168  20.9218
Si  -1.9076  4.8193  22.0541
Si  10.5305  -3.6176  22.0741
Si  4.9589  3.1701  17.1147
Si  3.8218  -2.8199  22.3642
Si  -1.616  1.0194  24.892
Si  0.4518  5.612  16.9486
Si  6.1982  -1.1577  22.313
Si  5.9979  4.8698  19.0152
Si  8.8992  9.6273  20.6846
Si  9.3724  1.7441  17.5025
Si  2.3219  10.73  22.7968
Si  13.4623  2.0599  24.4575
Si  1.4394  6.5009  24.6806
Si  4.2785  5.8594  24.2015
Si  5.9653  15.1109  22.0228
Si  4.6672  1.5444  22.5588
O  -6.7626  -8.6295  -3.2319
O  -0.3498  0.6701  -1.3185
O  2.6728  -5.3284  -2.9768
O  3.1518  -3.9966  -5.681
O  -1.4387  6.8728  -0.4736
O  1.2423  9.6471  -0.4445
O  11.7177  -0.0945  -4.9562
O  2.205  7.6354  -1.5913
O  4.1048  1.2635  -0.3348
O  5.764  -0.4341  -1.4008
O  4.9122  5.7199  -1.4761
O  8.5199  2.3205  -1.6308
O  0.5645  7.1764  -3.7055
O  6.7614  4.0177  -0.6583
O  9.6961  12.0783  -3.8183
O  7.4407  8.4228  -1.1227
O  9.1949  3.0313  18.4094
O  -1.7684  2.1325  15.9394
O  4.573  1.7629  16.3778
O  8.5853  -1.6802  19.1375
O  3.0644  7.939  15.2738
O  9.9189  8.6598  21.509
O  8.2737  11.5213  17.9587
O  13.4745  5.2204  19.5666
O  5.6007  14.1956  18.6088
O  5.1347  5.8531  15.1624
O  12.5758  -6.3441  21.7745
O  10.8305  0.3151  15.0558
O  8.3277  7.9658  15.1511
O  7.1439  9.5445  16.6838
O  11.5465  4.2769  16.0471
O  13.396  2.6691  15.0753
O  8.263  -0.2282  24.9684
O  1.9841  6.0992  17.3343
O  -0.7047  4.1354  22.8972
O  4.821  -5.0325  18.3584
O  -0.5611  -5.5393  18.2002
O  1.4464  2.7426  23.5596
O  -7.3436  3.993  17.2381
O  9.2201  4.562  20.4801
O  7.5235  -6.6185  22.5021
O  10.8476  0.9864  17.5656
O  9.7686  -1.2712  16.8864
O  12.3612  9.706  16.4167
O  7.5537  5.1617  18.5588
O  6.1689  3.844  16.2394
O  5.0258  8.8435  21.6167
O  0.4896  5.5721  25.6185
O  5.4081  -8.1506  21.7484
O  9.1694  6.4028  22.3129
O  10.5308  -4.2025  16.0346
O  20.4305  0.2307  20.8071
O  2.3405  0.4443  24.3188
O  2.7358  -1.6994  22.7662
O  -7.5373  0.808  21.9237
O  2.3438  2.7689  25.8775
O  -4.9872  15.9125  20.6194
O  5.7519  11.2337  22.7009
O  0.1902  2.2975  21.3403
O  5.0543  4.9128  23.155
O  7.4444  9.7163  21.3335
O  6.6378  9.0334  23.6955
O  0.6191  6.7006  20.8808
O  4.4261  7.3872  23.7003

Results
free energy: -113253.601 eV
free energy less fixed offsets of O -570.45, Si -639.56 eV per atom: 2.399 eV

Forces (eV/angstrom), in the order of the atoms: element, x, y, z
Si  0.0144  -0.0027  0.0162
Si  -0.001  -0.0014  0.0013
Si  0.0082  -0.0011  -0.0016
Si  -0.0014  0.0113  0.0141
Si  -0.0062  0.0005  0.0075
Si  0.0066  -0.0062  -0.0043
Si  -0.0051  0.0047  0.0001
Si  -0.0078  0.0107  -0.0016
Si  0.0014  -0.0014  0.0038
Si  -0.0013  -0.0006  -0.0025
Si  0.0004  0.0044  -0.0027
Si  0.0045  -0.0005  0.002
Si  -0.0027  -0.0007  -0.002
Si  0.0002  0.0019  -0.0011
Si  -0.0026  0.0007  -0.0017
Si  0.0016  -0.0008  -0.0031
Si  0.0056  -0.0034  -0.0002
Si  -0.0053  -0.0072  -0.0012
Si  0.003  0.0034  -0.0025
Si  0.0004  0.0001  0.0005
Si  -0.0002  -0.0018  0.0013
Si  -0.0002  0.0009  0.0001
Si  -0.0034  0.0061  -0.0005
Si  -0.0023  0.0011  0.0032
Si  -0.0021  0.0022  0
Si  0.0005  0.0006  -0.0028
Si  0.0018  0.0026  -0.004
Si  0.0019  -0.0005  0
Si  0.0003  -0.0014  0.0011
Si  -0.0019  0.0019  -0.0011
Si  0.0001  -0.0045  -0.0003
Si  0.0003  -0.0003  0.0005
Si  0.0007  -0.0012  0.0001
Si  0.0004  0.0001  0.0004
Si  0.0019  0.0006  0.0007
Si  -0.0001  0.0007  -0.0004
Si  -0.0005  0.0004  -0.0002
Si  -0.001  -0.001  -0.0001
Si  -0.0015  0.0001  0.0003
Si  0  0.0021  -0.0003
Si  -0.0002  -0.0008  -0.0001
Si  0.0003  0.0001  0.0002
Si  -0.0004  0.0001  0.0005
Si  0  -0.0004  -0.0003
Si  -0.0001  0.0008  0.0003
Si  -0.0006  -0.0004  0.0003
Si  0  0.0005  -0.0001
Si  -0.0006  0.0001  0.0003
Si  -0.0006  0.0008  0
Si  0.0002  0.0011  0
Si  0.0006  0.0008  0.0003
Si  0.0001  0.0001  -0.0002
Si  -0.0001  -0.0007  -0.0001
Si  0  -0.0009  0.0002
Si  -0.0006  -0.0001  0.0001
Si  -0.0001  0.0005  0
Si  -0.0002  0.0002  0.0007
Si  0.0003  -0.0012  0.0001
Si  -0.0004  -0.0004  0.0011
Si  -0.0003  0.0007  0.0005
Si  0.0001  -0.0003  0.0012
Si  0.0001  0.0003  -0.0001
Si  0.0006  0.0006  -0.0005
Si  -0.0009  -0.0004  0.001
Si  -0.002  -0.0016  0.0003
Si  -0.0016  0.0001  -0.0009
Si  0.002  -0.0016  0.0019
Si  0.001  0  0.0016
Si  -0.0009  0.0015  -0.0002
Si  -0.0005  0.0007  0.0006
Si  0.0007  0.0004  -0.001
Si  -0.0003  0.0012  -0.0006
Si  0.0008  0.0008  0.0008
Si  0.0009  0.0016  0.0003
Si  -0.0005  0.0004  -0.0005
Si  0.0005  -0.0021  -0.0004
Si  0.0005  -0.002  -0.0006
Si  -0.001  -0.0005  -0.0008
Si  -0.0004  -0.002  -0.0008
Si  0.0025  0.0009  -0.0022
Si  0.0019  0.0018  -0.0009
Si  -0.0024  0.0013  0.0003
Si  -0.001  -0.0006  -0.0008
Si  -0.0016  -0.0002  0.0015
Si  -0.0007  -0.0018  -0.0002
Si  -0.0017  0.0015  -0.0034
Si  -0.003  0.002  -0.0033
Si  -0.001  -0.0009  -0.0018
Si  -0.0043  0.0005  -0.0051
Si  0.0005  -0.0073  -0.0003
Si  0.0001  0.0031  -0.0013
Si  0.0005  0.0011  -0.0001
Si  0.0055  0.0018  -0.002
Si  -0.0026  -0.0044  0.0008
Si  0  0.0066  0.0045
Si  0.0041  -0.0013  0.002
Si  0.0002  -0.0022  -0.0077
Si  0.0025  0.0003  -0.0052
Si  -0.0042  -0.0042  -0.0068
Si  -0.0008  -0.0013  -0.0037
Si  0.0004  0.0012  -0.0041
Si  -0.0002  -0.0012  -0.0038
Si  -0.0003  -0.0011  -0.0056
Si  0.0004  0.0007  -0.0088
Si  -0.0003  0.0006  -0.0057
Si  -0.0009  -0.0004  -0.0028
Si  0.001  -0.0043  -0.0042
Si  0.004  0.0001  -0.0058
Si  -0.0013  -0.0038  -0.0021
Si  -0.0014  0.0008  -0.0061
Si  0.0028  -0.001  -0.0072
Si  -0.0003  -0.0026  -0.0091
Si  0.0012  0.0015  -0.0131
Si  0.0038  -0.0021  -0.0067
Si  0.0003  0.0015  -0.0016
Si  0.0024  0.0014  -0.001
Si  -0.0002  0.0004  -0.0008
Si  -0.0004  -0.0019  -0.005
Si  0.0041  -0.001  -0.0072
Si  -0.0002  -0.0011  -0.0039
O  -0.002  -0.0019  0.0036
O  -0.0057  0.0051  0.0075
O  -0.0005  -0.0007  0.0004
O  0.002  -0.0005  0.0021
O  -0.0042  -0.0078  0.0063
O  -0.018  -0.0128  -0.0285
O  0.0022  0.0002  -0.0014
O  0.0046  -0.0032  0.0056
O  0.0031  0.0028  -0.0045
O  0.0037  -0.0009  0.0027
O  0.002  -0.0025  0.0021
O  -0.0098  0.0019  0.0028
O  -0.0009  -0.0004  0.0046
O  0.0037  0.0013  0.0063
O  0.0048  0.0028  0.0065
O  0.0069  -0.0037  -0.0007
O  -0.0007  0.0022  0.0044
O  -0.0011  0.0001  0.0035
O  0.0018  0.0005  0.0043
O  0.0081  0.0018  0.0073
O  0.0013  -0.0008  0.0003
O  0.0011  -0.0013  0.0035
O  -0.0014  0.0022  0.0014
O  -0.0032  0.0058  0.0062
O  0.003  0.0026  0.0039
O  -0.0042  -0.0034  -0.0011
O  0.0016  -0.0046  0.0007
O  0.0058  0  0.0044
O  0.0002  -0.0009  -0.0015
O  -0.0001  -0.003  0.0065
O  -0.001  0.0003  0.0012
O  0.0038  0.0081  -0.0029
O  0.0008  0.0002  -0.0028
O  0.0029  -0.0012  -0.0011
O  0.002  -0.001  0.0025
O  -0.0005  -0.0007  0.001
O  -0.0001  -0.0005  0.0051
O  0.0002  -0.0012  0.0023
O  -0.0025  0.0001  0.0069
O  0.0002  0.0019  0.0063
O  -0.0007  -0.0015  0.0023
O  -0.0031  0.0003  0.0053
O  -0.0028  0.0041  -0.0064
O  -0.0018  -0.0024  0.0011
O  -0.0001  0.001  0.0004
O  -0.0023  0.0004  0.003
O  -0.0034  0.0024  0.0058
O  -0.0019  0  0.0011
O  -0.0034  0.0013  0.0016
O  -0.0014  0.0006  0.0022
O  -0.0013  0  0.0041
O  -0.0068  -0.0002  0.0108
O  -0.003  0.0013  0.0022
O  -0.0031  -0.0023  0.0043
O  0.0033  -0.0037  0.0034
O  -0.0007  0.001  0.0006
O  0.0004  0.0014  0.0052
O  0.0033  0.0027  0.0015
O  -0.0017  0.0011  0.0016
O  -0.0013  0.0021  0.0041
O  -0.0058  -0.0117  0.0026
O  -0.0044  0.0027  0.003
O  -0.001  -0.0009  0.0019
O  0.0016  -0.0003  0.0026

The program warned: the cutoff lies below the one the program advises for these potential files; the forces do not sum to zero within the program's tolerance; empty levels may hold ghost states of the PAW files; the exchange-correlation potential is rough where the density is thin.
